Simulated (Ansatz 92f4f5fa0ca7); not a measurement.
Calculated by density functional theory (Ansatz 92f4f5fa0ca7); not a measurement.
Periodic cell of 416 atoms, Si264O152, from a study of silicon, its oxide and their interface. The atomic structure is a simulated model.
Doubt: the cutoff is far below the 930 eV that the study's wrapper takes by default for these files, so forces and energies are approximate.
This geometry differs little from another in the collection (a relaxation step or a small displacement).

Settings
functional: PBE
potential files: Ansatz PAW
basis: plane waves
wave-function cutoff: 580 eV
density cutoff ratio: 5
exchange-correlation grid ratio: 1
k mesh: 1 x 1 x 1, Gamma-centred
self-consistency stop: 5e-08 eV per atom in the density residual
occupations: fixed
spin: none
net charge: 0

Cell vectors (angstrom)
a	15.4687	0	0
b	0	12.8259	0
c	0	0	36.8797

Atoms and the computed forces on them: element, x, y, z (angstrom), force x, y, z (eV/angstrom)
Si	-0.0053	1.1174	34.2179	-0.0045	0.0367	0.0451
Si	3.8796	1.1112	34.2699	0.0035	0.0475	-0.0241
Si	7.7424	1.1076	34.2937	0.0035	0.0123	0.0096
Si	11.7368	1.117	34.2854	0.0483	0.0058	0.0165
Si	1.9029	7.612	34.1687	0.0107	-0.006	0.012
Si	5.7849	7.5923	34.19	-0.0263	-0.0079	0.0195
Si	9.6924	7.5913	34.1685	0.0047	-0.0435	-0.0145
Si	13.5667	7.5896	34.1019	0.0192	-0.0224	0.0254
Si	1.9336	5.247	34.6128	-0.2543	0.0778	-0.3617
Si	5.8008	5.247	34.6128	0.1778	-0.1264	-0.0907
Si	9.6679	5.247	34.6128	0.069	-0.1065	-0.3201
Si	13.5351	5.247	34.6128	0.2142	-0.1019	-0.9074
Si	0	11.6599	34.6128	-0.1752	-0.1316	0.4011
Si	3.8672	11.6599	34.6128	0.1101	0.2863	0.8809
Si	7.7343	11.6599	34.6128	0.0505	-0.4238	0.3577
Si	11.6015	11.6599	34.6128	0.1249	-0.4268	0.1569
Si	0	4.664	35.8495	0.0329	0.0364	-0.0166
Si	3.8672	4.664	35.8495	0.0133	-0.095	-0.0595
Si	7.7343	4.664	35.8495	-0.0178	0.0865	0.0386
Si	11.6015	4.664	35.8495	-0.0405	-0.0065	-0.1005
Si	1.9336	11.0769	35.8495	0.0114	-0.1368	-0.1305
Si	5.8008	11.0769	35.8495	-0.0079	-0.1008	-0.0826
Si	9.6679	11.0769	35.8495	-0.0331	-0.06	-0.0871
Si	13.5351	11.0769	35.8495	-0.0127	-0.2353	-0.0659
Si	0	2.332	36.2617	-0.0238	-0.0368	-0.0558
Si	3.8672	2.332	36.2617	0.0449	0.1578	0.1902
Si	7.7343	2.332	36.2617	-0.1624	0.0819	0.3933
Si	11.6015	2.332	36.2617	0.3074	0.0406	0.3687
Si	1.9336	8.745	36.2617	-0.2243	-0.0457	-0.009
Si	5.8008	8.745	36.2617	0.0173	-0.0547	0.0859
Si	9.6679	8.745	36.2617	0.1578	-0.0452	-0.0744
Si	13.5351	8.745	36.2617	0.05	-0.0647	-0.3741
Si	1.9336	1.749	0.6188	-0.0339	0.0221	-0.0521
Si	5.8008	1.749	0.6188	0.0234	0.1172	0.0429
Si	9.6679	1.749	0.6188	-0.04	0.0439	-0.05
Si	13.5351	1.749	0.6188	-0.0646	0.1503	0.0853
Si	0	8.162	0.6188	0.0703	-0.0475	-0.0362
Si	3.8672	8.162	0.6188	0.0183	-0.0612	-0.0451
Si	7.7343	8.162	0.6188	-0.0156	-0.0722	-0.0339
Si	11.6015	8.162	0.6188	-0.0107	-0.0936	-0.0727
Si	0	5.83	1.031	-0.0588	0.0081	0.0396
Si	3.8672	5.83	1.031	-0.0018	0.105	0.0472
Si	7.7343	5.83	1.031	0.0458	-0.0015	0.0269
Si	11.6015	5.83	1.031	0.0283	0.0463	0.0674
Si	1.9336	12.2429	1.031	-0.006	-0.0286	-0.0215
Si	5.8008	12.2429	1.031	0.0051	0.0072	0.0324
Si	9.6679	12.2429	1.031	-0.0051	-0.0384	-0.0248
Si	13.5351	12.2429	1.031	-0.0021	0.0346	0.0284
Si	1.9336	5.247	2.2678	-0.064	-0.0011	0.0975
Si	5.8008	5.247	2.2678	0.0358	-0.0681	-0.0913
Si	9.6679	5.247	2.2678	0.0584	-0.0259	0.0392
Si	13.5351	5.247	2.2678	0.1036	-0.0179	0.0431
Si	0	11.6599	2.2678	0.0566	0.05	-0.1142
Si	3.8672	11.6599	2.2678	0.0192	0.0827	0.0184
Si	7.7343	11.6599	2.2678	0.0939	0.0314	0.1079
Si	11.6015	11.6599	2.2678	-0.1294	0.0484	0.0274
Si	1.9336	2.915	2.68	0.0331	-0.0957	-0.0375
Si	5.8008	2.915	2.68	-0.0525	-0.1387	-0.0541
Si	9.6679	2.915	2.68	0.048	-0.1227	-0.107
Si	13.5351	2.915	2.68	0.0769	-0.1627	-0.0583
Si	0	9.328	2.68	-0.0829	0.1034	0.1001
Si	3.8672	9.328	2.68	-0.0294	0.1109	0.1157
Si	7.7343	9.328	2.68	-0.0009	0.1936	0.1079
Si	11.6015	9.328	2.68	0.0229	0.1535	0.116
Si	-5.6684	3.861	26.6627	0.0717	-0.0881	-0.109
Si	11.437	-1.168	20.6847	-0.0078	0.0028	-0.0018
Si	3.1663	-0.3583	26.4208	-0.0156	0.0159	0.0645
Si	5.8013	-4.0052	29.9531	0.0219	0.077	-0.0114
Si	5.7921	5.4789	28.8936	-0.0056	0.0492	0.0336
Si	-0.0162	9.6745	22.4887	0.0006	0.0152	0.0262
Si	3.5974	7.5194	27.0384	-0.0844	-0.0045	0.1628
Si	13.5119	9.051	29.8339	0.005	-0.0668	-0.0189
Si	-1.8636	0.778	25.3799	0.0253	0.021	0.002
Si	2.5928	5.7246	28.5196	-0.1102	-0.0652	-0.3601
Si	10.9757	1.9419	17.3185	-0.0027	0.0261	0.0394
Si	7.6007	1.2936	21.6217	-0.0031	0.0095	-0.0179
Si	7.4846	8.5578	19.9942	0.0045	-0.0053	0.001
Si	7.9916	14.3181	30.1653	-0.1291	0.0293	0.0301
Si	0.1996	9.1447	25.6661	0.0244	-0.0081	0.0107
Si	11.4022	14.4891	30.0767	0.1362	0.0154	0.0102
Si	2.0029	0.7815	30.7985	-0.002	-0.0518	0.034
Si	5.8478	0.6782	30.7615	0.0053	-0.0434	-0.0039
Si	9.7516	0.4217	31.2465	-0.01	-0.1004	-0.0345
Si	17.4469	9.326	29.8404	0.0765	0.0526	-0.0188
Si	1.9678	11.2163	31.2994	-0.0064	0.028	-0.091
Si	3.7714	8.0926	30.8534	-0.0092	-0.0202	0.2053
Si	9.6382	10.8497	31.2252	0.0327	0.0158	0.008
Si	9.4907	8.822	29.7462	0.0163	0.0131	-0.0319
Si	-1.9702	0.6329	30.703	0.0031	-0.087	-0.0042
Si	0.0848	3.9208	31.0051	-0.017	0.0248	-0.0258
Si	8.5219	-5.1116	27.6823	-0.0775	-0.0129	0.0742
Si	12.8783	3.7625	26.0047	0.0423	-0.0141	-0.0181
Si	-3.8874	3.8862	31.1268	-0.0229	0.0222	0.0102
Si	5.6013	1.1512	25.4561	-0.0229	-0.0145	0.0449
Si	13.7427	5.622	28.2451	0.0217	0.0077	-0.0185
Si	13.5108	11.0475	31.1948	-0.0073	0.1005	0.0318
Si	3.9621	2.0899	30.0214	0.0248	0.006	0.0382
Si	5.8083	-1.7996	31.1432	0.0173	0.0234	-0.0209
Si	5.9593	-5.2282	27.8836	0.0305	0.0046	-0.0493
Si	9.6606	1.3914	28.389	-0.0555	-0.0815	-0.1619
Si	4.1349	3.8579	28.2879	-0.0271	-0.0332	-0.0996
Si	4.0037	5.8911	30.2957	0.1319	0.4446	0.421
Si	11.6457	5.6197	29.5035	0.0219	0.0015	0.0285
Si	11.5618	7.781	30.5085	-0.0055	0.0244	-0.0153
Si	0.335	5.7379	29.4641	-0.0307	-0.0482	0.0782
Si	3.8976	3.9685	31.5319	0.0046	-0.1309	0.0047
Si	7.8404	3.6657	31.3352	0.0384	-0.0559	0.0124
Si	7.8739	5.3906	29.8543	0.0371	0.1151	0.0241
Si	9.5746	5.6301	28.2414	-0.0132	0.0014	0.0377
Si	7.7128	7.6188	30.7867	-0.0329	0.0106	0.0138
Si	15.5643	7.9281	30.4626	-0.0666	-0.0262	-0.0056
Si	15.499	14.4469	29.7999	-0.0012	0.0281	-0.0303
Si	1.8629	3.8849	32.6387	-0.0171	0.1024	0.0117
Si	5.8967	3.8276	32.7033	-0.0036	0.0853	0.0167
Si	9.7575	3.8427	32.6534	-0.0057	0.0486	0.0107
Si	13.5819	3.9585	32.4419	0.0189	0.0136	0.0055
Si	-0.0001	10.6438	32.5204	-0.0341	-0.0452	0.018
Si	3.902	10.7079	32.554	0.0383	-0.0792	-0.1378
Si	7.7013	10.5474	32.5416	-0.0216	-0.0106	0.0403
Si	11.6005	10.5049	32.5361	0.0069	0.0265	0.0363
Si	1.9494	1.6052	33.0399	0.0126	-0.0267	-0.0689
Si	5.8244	1.5351	33.0311	0.0163	-0.0187	-0.0852
Si	9.7566	1.5757	33.2516	-0.0824	0.0865	-0.0634
Si	13.5789	1.6404	32.9061	-0.006	0.0156	-0.0177
Si	0.0374	8.2681	32.8415	-0.0119	0.0441	0.0228
Si	3.8434	8.4348	33.1405	0.0149	-0.1054	-0.1906
Si	7.7233	8.2185	33.0339	0.0284	0.0327	-0.0513
Si	11.6128	8.1649	32.8751	-0.032	0.023	0.0018
Si	0	2.332	3.9167	-0.1593	0.3199	-0.0297
Si	3.8672	2.332	3.9167	0.0292	0.0715	-0.3775
Si	7.7343	2.332	3.9167	0.1185	-0.2478	-0.3734
Si	11.6015	2.332	3.9167	-0.1635	-0.0568	-0.2823
Si	1.9336	8.745	3.9167	0.0364	0.4006	0.4281
Si	5.8008	8.745	3.9167	0.0975	0.148	0.2754
Si	9.6679	8.745	3.9167	-0.0029	0.2707	0.3877
Si	13.5351	8.745	3.9167	0.1455	0.2372	0.094
Si	1.9206	6.4562	4.329	0.0199	-0.0178	-0.0111
Si	5.8329	6.4307	4.3071	0.0129	-0.0083	-0.0049
Si	9.6964	6.4516	4.3167	0.0115	-0.0555	-0.0319
Si	13.5581	6.438	4.3212	0.0102	0.0067	-0.0236
Si	0.0218	12.8163	4.3294	0.005	0.0119	-0.0468
Si	3.8868	12.8118	4.3484	-0.0047	0.0079	-0.0406
Si	7.7666	12.8124	4.3596	0.0085	-0.0213	-0.0165
Si	11.568	12.8067	4.352	-0.0136	0.0123	-0.0423
Si	0.0003	6.008	5.6412	-0.0272	-0.0175	-0.0078
Si	3.8824	5.9689	5.5313	0.0184	-0.0159	0.0161
Si	7.7785	5.825	5.5311	-0.0049	0.0254	-0.0815
Si	11.6293	5.9329	5.5624	-0.0927	0.0102	0.0402
Si	1.9515	12.2279	5.5741	-0.0208	0.0025	0.0393
Si	5.8287	12.1808	5.5568	0.0026	0.0199	-0.0086
Si	9.6721	12.1637	5.6628	-0.0274	0.0155	0.0073
Si	13.5355	12.2195	5.4954	0.0331	0.0184	0.0456
Si	-0.0613	3.6666	5.8996	-0.0007	-0.0354	-0.0459
Si	3.8351	3.64	5.8505	0.0257	0.0115	-0.0456
Si	7.7664	3.5161	5.9066	0.0118	-0.008	0.0107
Si	11.4899	3.608	5.8685	-0.0685	-0.0012	-0.0325
Si	1.9779	9.9175	6.093	-0.0089	0.0219	0.0208
Si	5.8371	9.8688	6.064	-0.0237	-0.0447	0.0075
Si	9.7054	9.8337	6.1058	0.0202	-0.0274	0.0102
Si	13.6049	9.8967	6.0192	-0.0107	-0.0056	0.0077
Si	1.8976	3.0073	6.9749	-0.0097	-0.0232	0.0189
Si	5.7717	2.9523	6.9365	-0.0301	0.0332	-0.0163
Si	9.6517	2.7903	7.1083	0.0378	0.0484	0.0164
Si	15.5084	-3.2846	7.451	-0.0161	-0.061	-0.0252
Si	-5.7637	6.1653	8.7459	0.0722	-0.1218	-0.0152
Si	3.9352	7.0345	7.6641	-0.0295	0.0429	0.0065
Si	7.7417	9.2009	7.3622	0.0042	0.0085	-0.0599
Si	11.7137	9.3347	7.3444	-0.0345	-0.0089	-0.0232
Si	-1.845	6.4567	9.1213	-0.3743	-0.1283	-0.0956
Si	11.3114	3.9711	10.6013	0.0063	0.2067	0.1386
Si	4.4798	10.4727	15.2208	-0.0096	-0.0314	0.0097
Si	11.7115	6.955	7.7165	0.0723	0.0083	0.0697
Si	-0.1163	13.4511	8.7347	0.0356	-0.0793	0.1022
Si	1.888	16.7062	9.1152	-0.0419	0.1453	-0.02
Si	12.3495	10.8042	9.1604	0.0085	-0.0443	0.0946
Si	13.4037	15.9803	7.0395	0.0194	-0.0048	0.074
Si	3.9275	9.4879	7.4441	0.0149	-0.0706	-0.023
Si	4.5331	11.4457	12.1673	-0.0718	-0.0045	-0.024
Si	8.7436	7.6858	11.8274	-0.3511	0.1956	-0.0398
Si	15.5003	7.1241	7.8212	0.0612	0.0521	0.0494
Si	-1.9471	13.694	7.3212	0.0001	-0.0828	-0.0144
Si	4.3391	11.0771	9.3569	0.1267	0.1328	0.0324
Si	9.4861	16.6462	9.1873	-0.1137	0.1278	-0.1478
Si	13.3748	16.9174	9.2002	0.0381	0.0939	-0.0128
Si	-4.2559	-1.9207	12.0912	0.0775	-0.0127	0.0091
Si	10.4486	6.3537	10.9516	0.0125	-0.3078	-0.2786
Si	7.7372	6.854	7.6337	-0.0339	0.03	0.1014
Si	9.668	0.5271	7.734	0.0369	-0.0295	0.0042
Si	1.8886	13.5662	7.5109	0.0516	-0.0423	-0.0344
Si	3.9342	6.3002	13.1896	-0.1114	0.0119	0.0049
Si	11.8235	13.0553	8.7745	-0.0667	-0.0574	0.0291
Si	11.9691	5.8931	14.4276	0.0315	0.1273	-0.1623
Si	-0.3331	4.5208	12.316	-0.0625	0.123	0.0346
Si	3.808	2.8001	10.0361	0.0085	-0.0436	0.0519
Si	6.0201	7.1092	10.8792	0.0004	0.0832	0.1491
Si	7.6932	-0.2312	14.5554	-0.0019	-0.0077	0.0069
Si	7.6024	13.4124	8.9514	-0.0328	-0.0049	0.0345
Si	6.6114	11.5845	10.0958	-0.0394	-0.0783	-0.1401
Si	5.7595	13.5377	7.4649	-0.0016	-0.061	0.0553
Si	12.6795	13.4631	11.7741	0.0534	-0.067	0.0289
Si	1.5791	-3.2012	15.4613	-0.0235	-0.012	-0.0497
Si	7.5601	2.725	10.0741	-0.0065	-0.0717	-0.0468
Si	1.3191	6.6306	16.6086	-0.002	-0.0144	-0.0021
Si	15.3278	2.8779	9.8999	-0.0192	-0.0148	-0.0058
Si	-1.399	5.6351	16.7485	-0.1173	0.0354	-0.0448
Si	5.6959	3.7781	9.0856	0.0484	0.058	0.006
Si	6.8251	2.1662	13.172	-0.0186	0.0184	0.0079
Si	13.1519	9.743	14.2245	0.0691	-0.0863	-0.0886
O	17.3729	0.2712	27.2688	0.0422	-0.0359	-0.0244
O	-14.2341	-7.7114	25.9876	0.0458	0.0037	-0.0143
O	10.4944	5.5282	17.8046	-0.0208	0.015	-0.0284
O	4.5578	13.3473	26.5694	-0.0039	0.0078	-0.0159
O	-19.0045	17.1514	13.9447	-0.04	-0.0464	-0.0635
O	10.3419	0.0089	20.8891	-0.0026	-0.0005	0.0009
O	7.6843	21.7439	24.8472	0.0219	-0.0206	0.027
O	2.7563	1.8483	23.0665	-0.0141	0.0052	-0.0053
O	11.5143	10.4149	10.5668	0.0457	0.0953	-0.0755
O	14.0306	13.3419	21.1277	0.0016	0.0007	0.0054
O	5.2913	29.1033	18.84	0.0023	-0.0003	0.0039
O	10.2361	14.5311	18.7499	0.0296	0.0032	-0.0509
O	2.8925	15.0953	18.6483	-0.0068	-0.0074	-0.0078
O	19.9047	20.4667	17.2378	-0.0115	0.0004	0.0012
O	7.4354	6.7062	11.6313	0.1477	-0.0498	0.0303
O	-5.1959	8.287	24.9553	0.0008	0.0083	-0.0226
O	15.758	9.5196	24.0904	-0.0036	-0.0064	-0.0216
O	1.7698	4.1923	22.0095	0.0109	0.0196	0.0002
O	-0.1229	4.2178	13.8833	0.0671	-0.0505	0.0909
O	7.1091	-0.09	20.8967	-0.0066	-0.0033	-0.0056
O	-5.5234	2.3158	16.1011	-0.0106	-0.0175	-0.0062
O	16.1264	18.5131	11.7711	0.0263	-0.0254	-0.0249
O	1.1975	28.2363	15.5755	-0.0297	0.0058	0.005
O	12.2032	13.8538	10.2359	0.0165	0.0173	0.0616
O	6.6548	-0.8056	18.3328	-0.0179	0.0162	-0.03
O	-4.0653	16.3321	26.6271	0.014	0.0084	-0.008
O	-1.16	9.5081	26.4805	-0.0336	-0.0202	0.0388
O	0.3606	7.5328	25.8233	0.0075	0.0335	0.0018
O	6.2518	9.7187	22.8221	0	-0.0065	0.0049
O	3.5956	5.6124	23.1491	0.009	0.0028	-0.0053
O	2.58	2.2562	12.852	0.0316	0.0052	-0.0428
O	8.7485	8.8149	10.5892	0.1097	-0.0662	0.0419
O	-11.9426	11.0204	27.1301	-0.0078	0.0176	-0.0078
O	8.4745	-6.3929	24.5071	-0.0006	0.0042	-0.0052
O	11.2616	10.7493	17.1533	-0.0081	-0.0028	-0.0024
O	2.7966	-0.327	24.7932	-0.0107	0.0031	-0.0119
O	-4.7914	5.4431	23.3624	-0.0132	0.0055	0.0078
O	10.5561	10.3115	20.519	-0.0084	-0.0117	0.0095
O	18.4735	-2.5655	15.8652	0.0138	0.0056	-0.0024
O	-3.0241	-1.2686	21.9858	0.0013	-0.0092	-0.0022
Si	9.9429	6.6351	16.7265	0.0973	-0.0122	-0.0255
Si	-6.7049	7.8123	25.3675	-0.0208	-0.0239	-0.0376
Si	24.6515	17.9131	23.8923	-0.0014	-0.0286	-0.0381
Si	9.3356	14.8396	14.6129	0.0098	0.003	0.0273
Si	5.2236	-5.2432	15.8093	0.0076	-0.0304	-0.0059
Si	2.5782	8.2778	21.0854	0.0065	0.0084	-0.0002
Si	10.697	-0.3882	26.0963	0.0249	-0.0298	-0.0402
Si	-0.5281	1.754	20.6086	-0.0122	-0.0093	0.0029
Si	5.9705	25.5163	17.0233	-0.0136	-0.011	0.0316
Si	5.8427	17.7708	19.2001	0.0085	-0.0168	-0.0002
Si	3.8242	26.2113	8.8487	-0.0825	-0.0242	-0.0632
Si	-5.5039	9.1414	21.4767	-0.0031	0.0022	-0.0237
Si	11.7961	17.5248	18.31	-0.0026	-0.0059	-0.0089
Si	19.0725	19.9039	18.5182	0.0062	-0.0256	0.0097
Si	15.4126	-1.1429	11.602	0.0241	0.1152	-0.0143
Si	2.1443	18.5238	22.4833	-0.0038	-0.0236	0.0237
Si	1.844	0.9989	18.7077	0.0066	0.0158	0.0103
Si	1.5247	16.3797	25.6225	-0.0943	0.0244	0.0653
Si	-7.2791	12.9492	24.4748	-0.0212	0.006	-0.0155
Si	4.5417	3.8358	26.0474	-0.0824	-0.1483	-0.1068
Si	2.372	0.6215	12.924	-0.0958	-0.0042	-0.0395
Si	5.7864	18.9305	8.815	0.0378	-0.0164	-0.033
Si	5.0408	5.7428	23.8346	0.0035	-0.0263	-0.044
Si	5.4819	21.1951	22.2946	-0.0007	-0.0103	-0.0115
Si	-3.1721	5.3717	23.4226	0.0191	-0.0172	0.0223
Si	7.4862	22.3255	9.7507	-0.0308	-0.0822	0.0903
Si	4.5167	14.8654	18.7823	-0.0076	0.021	0.0285
Si	16.6784	13.7847	15.7065	0.0138	-0.0158	-0.0305
Si	13.3603	8.6477	27.5256	-0.0161	0.0091	-0.0751
Si	6.9105	16.93	22.0106	-0.0084	0.0001	-0.0052
Si	19.3767	15.9807	12.4012	-0.0445	0.0129	0.0733
Si	12.5053	3.537	20.9322	-0.0372	0.0155	-0.0177
Si	-4.1081	9.3845	25.4513	0.0181	0.0377	0.0273
Si	16.9359	19.3577	25.2153	-0.0612	-0.0803	0.0386
Si	12.244	11.9451	17.6791	0.003	0.0033	0.0207
Si	7.617	6.722	17.3818	0.0194	-0.0109	-0.0045
Si	-0.7917	11.6165	15.9414	-0.0325	-0.0062	-0.0427
Si	10.2544	14.3686	20.3689	-0.0109	0.0064	0.001
Si	0.5116	16.87	15.3673	-0.0727	0.0018	-0.0891
Si	6.4977	-1.2346	19.8881	0.0089	-0.014	0.0104
Si	18.0918	9.6645	27.5123	0.0213	0.0555	-0.1291
Si	8.9444	9.9925	13.804	0.0401	0.0081	-0.0047
Si	11.0111	9.4367	16.2215	0.033	-0.032	0.0026
Si	1.5143	7.0694	11.7175	-0.108	0.0106	-0.013
Si	13.8735	12.2952	22.3656	-0.004	0.0089	0.0049
Si	-2.7853	21.2161	22.8973	0.0098	-0.0045	0.0005
Si	3.8627	12.6056	20.5604	0.0051	-0.0028	0.0172
Si	16.9357	15.6241	22.8037	-0.0047	-0.0159	0.0315
Si	3.4897	0.4596	23.5066	-0.0202	0.0097	-0.0012
Si	11.6048	16.0137	12.7996	0.0264	-0.0518	0.1896
Si	2.0304	19.1181	8.8288	-0.0314	-0.0267	0.099
Si	-2.814	19.2247	11.5085	0.6143	0.4188	0.6387
Si	0.2172	9.6011	12.7986	-0.1212	-0.2237	-0.0161
Si	14.8713	11.1085	9.2962	-0.0768	0.078	0.0194
Si	-7.7821	-15.7083	23.5886	-0.0101	0.0242	-0.0207
Si	0.5377	1.1999	27.4111	0.0352	-0.0417	-0.1039
O	-0.2704	13.1129	15.5541	0.0206	0.0101	0.0182
O	16.2335	15.9531	24.2432	0.015	-0.0103	-0.0143
O	7.2219	13.0441	16.0563	-0.0033	-0.0067	-0.0122
O	21.1696	2.7627	25.6237	-0.003	0.035	-0.0081
O	13.7015	11.2118	14.6916	0.011	0.0075	0.0452
O	6.7333	26.2103	13.4877	-0.0003	0.0105	0.0055
O	25.5358	-0.0334	27.5845	0.0177	0.0662	0.018
O	7.7124	23.807	14.268	-0.0042	-0.0092	-0.0036
O	1.5313	-20.3355	15.6242	-0.024	0.0188	0.0477
O	10.7016	-1.9739	25.7074	0.0039	-0.0024	-0.0034
O	5.9184	17.3966	23.1826	-0.0142	0.0326	0.0061
O	1.2868	-3.6172	21.5653	-0.0057	-0.0038	-0.0081
O	3.7925	10.6471	10.9113	-0.0458	-0.0328	0.0879
O	12.1202	-2.8991	13.007	-0.0914	0.0983	-0.0508
O	16.4218	15.5138	26.8611	0.0105	0.0211	-0.0311
O	3.1158	8.308	19.5216	-0.011	-0.0057	-0.0024
O	-3.2383	11.9658	19.3011	-0.0084	-0.0083	-0.0279
O	7.8585	2.7322	14.3456	0.0036	-0.0115	-0.0022
O	9.7205	13.1294	24.9908	0.0291	-0.014	0.0587
O	15.9128	1.9993	21.8706	0.0011	0.0046	-0.0115
O	-1.3808	12.6427	11.8555	-0.0843	-0.0127	-0.0436
O	15.1388	24.0892	22.2569	-0.0021	-0.0177	-0.0015
O	-1.6444	4.3127	27.2229	-0.0438	-0.0222	-0.0454
O	3.8866	8.6463	22.0158	0.0009	0.0018	-0.0042
O	12.8421	-8.5207	22.3171	-0.0183	-0.006	-0.04
O	-11.9664	-0.4307	22.1403	0.0055	0.0074	-0.018
O	8.5323	34.1498	13.2583	0.0229	-0.0272	-0.0006
O	11.531	12.4752	12.3661	0.0001	-0.0582	-0.0506
O	8.9742	8.1845	20.5927	-0.0024	0.0131	0.0065
O	19.127	4.7083	12.9048	0.0186	0.0257	-0.014
O	20.7719	28.4061	13.1989	0.0449	-0.0329	-0.0052
O	11.7148	17.3645	19.9192	0.0268	-0.0363	0.037
O	-3.5402	3.2618	17.5244	-0.0383	-0.0255	0.0052
O	-2.2664	6.1016	15.4588	0.0176	-0.0428	0.1075
O	4.9852	18.1414	25.425	0.0056	0.039	0.0213
O	1.6165	20.8776	15.8758	0.0022	-0.004	0.0215
O	13.9211	-9.8311	20.296	-0.0071	0.0008	0.0028
O	16.6249	6.313	23.6321	0.0099	0.0017	-0.0415
O	4.4497	10.7262	13.6122	0.0028	0.0093	-0.0079
O	-0.6112	0.5038	26.4236	-0.0408	0.0049	0.003
O	4.8915	11.382	20.1941	0.0032	0.0023	0.0032
O	-3.2329	12.9721	26.0078	-0.0317	-0.0052	-0.0012
O	27.2752	13.3886	17.0172	-0.0051	-0.006	0.0032
O	22.2104	7.0322	16.0344	-0.0198	0.0075	-0.0185
O	2.2555	6.385	17.9188	-0.0328	0.02	-0.0423
O	5.3742	9.121	15.3327	-0.0187	0.0354	-0.0071
O	4.4864	19.4499	14.6961	0.0155	0.0069	0.0145
O	2.5155	19.9202	12.998	0.0569	-0.0337	0.0133
O	1.7358	0.473	17.1719	-0.0132	0.003	-0.0192
O	9.2021	0.3835	14.4482	-0.0121	0.0031	-0.0016
O	1.1957	25.5463	12.0115	0.0882	0.0479	0.0474
O	27.7464	19.7021	13.132	-0.2378	-0.1771	-0.213
O	12.8216	-7.9117	24.8797	-0.0175	-0.032	0.0224
O	3.7918	25.7116	12.3766	0.0545	-0.0368	-0.0141
O	17.576	6.7122	21.2293	0.0048	-0.0017	0.0006
O	16.0582	21.2441	11.7176	0.0629	0.0108	-0.0314
O	7.4892	2.5057	11.7173	-0.0032	0.0105	0.0468
O	11.4668	27.952	21.1543	0.0191	0.034	-0.01
O	-0.2421	19.5516	17.067	0.0375	-0.0137	0.001
O	14.0557	8.8783	22.1284	-0.0063	0.0041	-0.0014
O	-3.6101	8.9279	26.9376	0.0318	0.0114	-0.0238
O	-8.518	5.3788	18.0733	-0.0193	-0.0014	0.0094
O	-3.0528	9.0123	15.4779	-0.0376	0.0287	0.0392
O	-9.3205	8.6809	10.3761	-0.0189	0.0595	-0.0481
O	7.3042	-2.6409	20.0234	-0.0057	-0.004	-0.0025
O	-5.8039	23.5483	12.5315	-0.0288	-0.0141	0.0601
O	25.3602	22.6445	15.1092	-0.0358	0.0133	-0.0301
O	7.4257	7.9528	18.482	-0.0084	0.006	-0.0038
O	-22.1535	14.8719	20.7926	0.0013	-0.0074	0.0068
O	13.6421	5.1196	11.9924	0.0618	-0.2652	-0.1527
O	-2.9787	9.3255	24.2521	-0.0206	-0.0157	0.0219
O	22.0899	4.9215	20.6308	-0.0031	-0.0153	0.0101
O	5.6108	7.2299	23.4745	-0.0046	-0.0153	0.0061
O	-9.3919	11.6899	11.6785	0.0216	0.014	0.0072
O	4.5589	18.7986	19.2694	-0.0214	0.0185	-0.0066
O	13.6028	32.6794	27.3781	0.0024	-0.0072	-0.0207
O	16.9264	9.7897	13.8408	0.0144	0.0309	0.0197
O	-2.03	28.0518	25.3156	-0.0231	0.0079	0.0046
O	11.3004	21.2146	22.0254	0.008	-0.0006	0.0099
O	14.4324	8.917	13.6482	0.0346	0.134	0.0493
O	-1.6209	12.978	23.8716	-0.007	-0.0005	-0.0148
O	4.6636	14.0013	20.1824	-0.0135	-0.0186	-0.0199
O	-7.0665	17.283	22.6037	-0.0064	0.0079	-0.0027
O	2.9609	7.1671	25.5026	0.0153	0.0211	-0.0033
O	2.1319	13.1376	14.5161	-0.016	0.0109	0.0565
O	28.4357	-5.9983	23.222	-0.0094	0.0201	-0.0094
O	14.7607	17.0054	16.4504	0.0537	-0.0113	-0.0337
O	10.5491	19.0883	15.2086	-0.0956	0.0005	0.1025
O	5.0284	13.5998	23.9639	0.0042	-0.016	-0.0179
O	-4.9593	-4.6732	17.0946	-0.0268	0.0074	-0.0166
O	2.312	19.8644	10.3012	0.0258	0.0085	-0.0305
O	-2.3262	18.3879	18.0628	0.0442	-0.0003	-0.044
O	18.5863	3.3511	25.3429	0.0618	0.015	-0.0089
O	0.3772	23.3132	16.1664	0.0037	-0.0001	0.014
O	17.9587	12.6301	19.6511	-0.0068	-0.0023	-0.0037
O	-10.5549	6.9174	12.0525	0.057	-0.009	-0.0977
O	-6.3174	2.4839	27.2604	-0.0063	-0.0263	0.0531
O	6.5471	2.5285	21.7641	-0.001	0.0076	-0.0031
O	13.8005	11.6567	17.3046	-0.0075	-0.0027	0.0002
O	1.3798	9.9208	26.4555	0.0268	-0.0233	0.049
O	28.2297	27.6484	12.6856	-0.0415	0.016	-0.0366
O	0.3751	1.4378	19.2808	-0.0058	-0.004	-0.0025
O	-6.4417	-3.0883	22.6751	-0.0057	-0.0104	0.006
O	-8.3434	0.6162	25.6166	0.0019	-0.0007	-0.0106
O	5.0964	1.1653	17.5114	0.0055	-0.018	-0.0131
O	20.532	11.6844	16.126	0.0133	0.0005	0.0012
O	8.1239	26.632	23.116	-0.0091	-0.019	0.0176
O	-5.2086	2.4828	13.3764	0.0279	0.0517	-0.0365
O	15.3768	15.9165	11.565	0.012	-0.0274	-0.0698
O	6.2817	-4.9072	20.9244	-0.0077	0.0093	0.0091
O	7.7399	-1.3946	24.1728	0.0107	0.0052	-0.0076
O	9.2451	4.0146	25.1265	-0.0031	0.0047	0.0732

Results
free energy: -254268.540 eV
free energy less fixed offsets of O -568.88, Si -635.61 eV per atom: 2.260 eV

The program warned: the cutoff lies below the one the program advises for these potential files; the forces do not sum to zero within the program's tolerance; the exchange-correlation potential is rough where the density is thin.
